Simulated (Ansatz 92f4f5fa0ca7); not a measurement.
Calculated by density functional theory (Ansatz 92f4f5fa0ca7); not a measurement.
Periodic cell of 223 atoms, Si133O90, from a study of silicon, its oxide and their interface. The atomic structure is a simulated model.

Settings
functional: PBE
potential files: Ansatz PAW
basis: plane waves
wave-function cutoff: 700 eV
density cutoff ratio: 5
exchange-correlation grid ratio: 1
k mesh: 2 x 2 x 1, shifted by 0.5 0.5 0.5 of a step
self-consistency stop: 5e-08 eV per atom in the density residual
occupations: fixed
spin: none
net charge: 0

Cell vectors (angstrom)
a	10.938	0	0
b	0	10.938	0
c	0	0	32.4885

Atoms and the computed forces on them: element, x, y, z (angstrom), force x, y, z (eV/angstrom)
Si	0.2013	-0.1642	25.0842	0.0052	-0.021	-0.0393
Si	5.4009	0.1455	24.9736	-0.0158	0.009	-0.0363
Si	3.1174	2.3705	24.9802	0.0199	-0.0207	-0.0407
Si	8.0633	3.0397	25.0196	-0.0199	0.0152	-0.0436
Si	-0.2117	5.8109	24.8745	-0.0232	0.0159	-0.0393
Si	5.8147	5.2378	25.2089	0.007	-0.0157	-0.031
Si	2.4689	8.5605	25.0009	-0.0172	0.0215	-0.0437
Si	8.5211	8.09	25.0659	0.0162	-0.0119	-0.0311
Si	1.4417	1.3839	26.3362	-0.0214	-0.0026	0.01
Si	6.9278	1.3747	26.2931	-0.0004	-0.0113	0.004
Si	4.1458	4.0446	26.3304	-0.0162	-0.0081	0.0041
Si	9.6596	4.1836	26.2893	0.0066	-0.0037	0.0055
Si	1.4009	6.8659	26.2623	-0.0108	-0.0136	0.0168
Si	6.9483	6.881	26.4019	0.0029	0.0077	-0.0051
Si	4.1518	9.5775	26.3109	-0.0033	-0.0163	0.0057
Si	9.6445	9.5896	26.4423	-0.0137	0.0098	0.0026
Si	2.7653	-0.0165	27.716	0.0023	-0.0061	-0.0097
Si	8.2161	0.002	27.7147	-0.0075	0.0109	0.0049
Si	0.0273	2.7476	27.6686	0.0047	0.0034	0.0026
Si	5.5057	2.688	27.7098	0.0006	-0.0009	-0.0075
Si	2.7443	5.4518	27.6519	0.0006	-0.0008	0.0014
Si	8.2654	5.4644	27.735	0.0045	-0.0076	-0.0089
Si	0.0453	8.1648	27.7361	0.0097	-0.0106	-0.0079
Si	5.4788	8.1927	27.6985	-0.0011	0.0048	0.0027
Si	4.1018	1.3673	29.0703	0.137	-0.0947	0.1706
Si	9.5708	1.3673	29.0703	0.144	0.1906	-0.1598
Si	1.3673	4.1018	29.0703	0.047	0.1174	-0.1883
Si	6.8362	4.1018	29.0703	0.1343	-0.0632	-0.0434
Si	4.1018	6.8362	29.0703	-0.0565	-0.1276	-0.2402
Si	9.5708	6.8362	29.0703	0.2828	-0.0132	0.4337
Si	1.3673	9.5708	29.0703	0.2244	-0.0814	0.1596
Si	6.8362	9.5708	29.0703	-0.0902	0.0759	-0.0333
Si	0	0	30.4375	0.0335	0.0318	-0.0355
Si	5.469	0	30.4375	-0.0365	0.0038	0.0247
Si	2.7345	2.7345	30.4375	0.0422	0.0428	-0.0481
Si	8.2035	2.7345	30.4375	0.022	0.0631	0.0061
Si	0	5.469	30.4375	0.0055	0.0784	0.0276
Si	5.469	5.469	30.4375	-0.0106	-0.0018	-0.0397
Si	2.7345	8.2035	30.4375	-0.0304	0.0672	0.0149
Si	8.2035	8.2035	30.4375	0.0316	0.0055	-0.0277
Si	1.3673	1.3673	31.8048	-0.0053	-0.0193	0.0019
Si	6.8362	1.3673	31.8048	0.0311	-0.0254	-0.0075
Si	4.1018	4.1018	31.8048	-0.0086	-0.027	0.0063
Si	9.5708	4.1018	31.8048	0.0102	-0.0334	-0.0046
Si	1.3673	6.8362	31.8048	-0.0015	-0.066	-0.0051
Si	6.8362	6.8362	31.8048	-0.0038	0.0057	0.0091
Si	4.1018	9.5708	31.8048	0.0568	-0.0393	-0.0034
Si	9.5708	9.5708	31.8048	-0.011	0.014	0.0085
Si	2.7345	0	0.6835	-0.0038	-0.0222	-0.0103
Si	8.2035	0	0.6835	-0.0544	0.0336	0.0085
Si	0	2.7345	0.6835	-0.0156	0.042	0.0018
Si	5.469	2.7345	0.6835	-0.0207	0.0388	-0.0036
Si	2.7345	5.469	0.6835	-0.0178	0.0487	0.0087
Si	8.2035	5.469	0.6835	0.0384	-0.0069	-0.004
Si	0	8.2035	0.6835	0.0523	-0.0253	-0.009
Si	5.469	8.2035	0.6835	-0.052	0.0772	0.0013
Si	4.1018	1.3673	2.0507	-0.0105	-0.026	0.0236
Si	9.5708	1.3673	2.0507	0.0326	-0.0349	0.036
Si	1.3673	4.1018	2.0507	-0.039	-0.0752	0.0151
Si	6.8362	4.1018	2.0507	-0.0075	-0.0661	0.0134
Si	4.1018	6.8362	2.0507	0.033	-0.0561	0.0256
Si	9.5708	6.8362	2.0507	-0.0616	-0.0361	-0.01
Si	1.3673	9.5708	2.0507	-0.0502	0.0584	-0.025
Si	6.8362	9.5708	2.0507	0.0372	-0.0866	-0.0115
Si	0	0	3.418	0.1582	-0.2372	-0.4117
Si	5.469	0	3.418	-0.1775	-0.0269	0.1545
Si	2.7345	2.7345	3.418	-0.1391	-0.0282	0.0847
Si	8.2035	2.7345	3.418	-0.2827	0.089	0.0162
Si	0	5.469	3.418	-0.0231	-0.0297	-0.053
Si	5.469	5.469	3.418	-0.0938	0.2264	0.2093
Si	2.7345	8.2035	3.418	0.0832	0.1386	0.3487
Si	8.2035	8.2035	3.418	-0.3894	-0.1101	-0.4893
Si	1.3577	1.3206	4.7708	0.0118	-0.0027	0.0146
Si	6.8006	1.3794	4.7952	-0.0258	0.0109	0.0098
Si	4.0556	4.139	4.794	-0.0049	0.0005	0.0108
Si	9.514	4.1456	4.7684	-0.0012	-0.0035	0.0036
Si	1.3415	6.8448	4.7873	0.0125	-0.0066	-0.0115
Si	6.7964	6.9095	4.8079	-0.0052	0.0077	0.0057
Si	4.1032	9.589	4.8506	-0.0072	0.0009	-0.019
Si	9.5563	9.5455	4.7035	0.0089	0.0114	0.0092
Si	2.6814	-0.0522	6.2432	0.0132	-0.002	-0.0012
Si	8.1683	-0.0852	6.0423	0.0148	0.0249	-0.0096
Si	-0.1609	2.6379	6.0246	-0.0248	-0.0058	-0.0126
Si	5.4091	2.7401	6.1696	0.0289	0.0107	-0.0023
Si	2.6435	5.4933	6.2056	-0.0017	0.0095	0.0069
Si	8.1551	5.5224	6.1489	0.0297	0.005	-0.031
Si	-0.1589	8.1066	6.0968	-0.0012	-0.0314	0.0017
Si	5.4672	8.273	6.3032	0.0309	0.0235	-0.0045
Si	3.742	1.6957	7.4827	0.0034	0.0601	0.003
Si	9.651	1.0565	7.4199	0.019	-0.0076	0.0302
Si	1.3577	3.7999	7.2852	0.0143	-0.0205	0.0151
Si	6.5444	4.405	7.3969	-0.0242	0.0167	0.0345
Si	4.2701	6.646	7.5275	0.0141	-0.0165	0.0247
Si	9.2754	7.0006	7.6269	0.0054	0.0017	0.0429
Si	0.9061	9.716	7.3532	-0.0015	0.0357	0.0579
Si	7.1771	9.4107	7.5978	0.0208	0.0005	0.0398
O	9.5562	6.9224	24.5393	0.0086	0.0037	-0.0234
O	4.2634	1.2611	24.5676	0.0078	0.0029	-0.0195
O	8.2179	8.2015	8.1026	-0.0158	0.0356	0.0226
O	2.5687	2.8105	7.7882	-0.017	-0.0145	0.0363
O	6.881	4.1219	24.592	0.0135	0.001	-0.0217
O	1.3123	9.6646	24.5731	0.0014	0.0065	-0.0221
O	3.798	7.2568	8.9992	-0.0057	-0.0127	-0.0013
O	0.0145	0.1075	7.7459	-0.0348	-0.0017	0.0259
O	5.388	5.4838	7.871	-0.0098	-0.0066	0.0296
O	6.888	10.4164	8.9108	0.0249	-0.0128	-0.0106
O	9.8361	6.2577	9.0201	-0.0045	0.0106	-0.0396
O	2.7688	10.3174	9.5236	0.0293	-0.001	0.0823
O	4.2717	1.4021	9.0351	-0.0356	-0.0517	0.016
O	0.3479	4.0668	8.5691	0.0182	0.0309	0.0155
O	8.927	1.2564	8.907	-0.0217	-0.0099	-0.0125
O	0.5482	10.4071	11.0396	0.0612	-0.0228	-0.0146
O	8.109	8.9256	23.7056	-0.0183	-0.0162	0.0069
O	8.7725	2.5284	23.6211	0.0038	-0.0082	0.0101
O	5.0977	6.112	24.0179	0.0141	-0.0102	-0.0075
O	2.5537	2.7808	23.5092	-0.0006	-0.0054	0.0111
O	10.3888	0.4173	23.736	0.011	0.014	0.0049
O	0.3041	5.3494	23.3735	0	0.0184	0.0049
O	3.038	8.0679	23.5489	-0.0143	0.0016	-0.0061
O	5.9937	10.4923	23.541	0.0044	-0.0063	0.0072
Si	9.8805	1.6548	22.8018	0	0.003	0.0022
Si	2.9157	7.7015	21.9716	-0.0009	0.0029	-0.0016
Si	4.9259	10.1244	15.5897	-0.0028	-0.0038	0.0017
Si	9.8573	-0.0679	17.823	0.0009	0.0023	-0.0003
Si	4.5739	0.5593	13.0155	-0.0052	0.0003	-0.0013
Si	4.7724	5.2387	11.735	-0.0112	-0.0013	-0.0059
Si	7.6925	0.6314	9.7947	0.0005	0.0058	0.0113
Si	1.7972	2.8535	22.0827	-0.0027	-0.0017	-0.0048
Si	6.1488	2.6526	19.3629	-0.0011	0.0023	0.0009
Si	6.1396	7.6444	18.5323	-0.002	0.0021	-0.0015
Si	6.8299	3.5226	10.2874	-0.0043	0.0027	-0.004
Si	3.323	12.6049	19.6146	0	0.0009	-0.0008
Si	2.7333	6.8603	10.1815	0.0005	-0.0367	0.0073
Si	5.5635	15.0933	14.4205	-0.0041	-0.0036	-0.0006
Si	10.9875	-2.8624	17.7296	0.0039	-0.0012	-0.002
Si	13.4695	-1.7393	17.038	-0.0001	-0.0053	-0.0046
Si	8.0682	11.3688	20.4951	-0.0002	-0.0035	-0.002
Si	3.3836	11.6542	10.2084	0.0077	-0.0191	-0.0062
Si	6.7793	7.3306	12.8642	0.0045	-0.0024	-0.0042
Si	9.817	6.0301	19.6397	0	-0.0016	0.0007
Si	-4.029	-1.5298	22.7158	-0.001	-0.0025	-0.0032
Si	6.1197	6.5688	15.781	-0.0021	0.0018	0.0003
Si	12.46	12.1541	16.9761	-0.0018	0.0083	-0.0032
Si	7.4219	10.4515	12.5921	0.0039	0.0012	0.0059
Si	11.0753	5.321	9.5784	0.022	-0.015	-0.002
Si	5.422	6.571	22.5003	0.0012	-0.0043	0.0071
Si	6.9984	5.4704	20.4008	0.0012	-0.0023	0.0082
Si	2.0061	2.0351	13.9478	0.0008	0.0041	0.0025
Si	5.9642	1.8206	16.3275	-0.0019	0.0002	-0.0013
Si	1.5454	9.4404	10.1525	-0.0095	0.0137	0.0873
Si	0.8485	0.9689	11.6418	-0.0178	0.0012	0.011
Si	-2.7132	4.7468	12.8325	0.0053	-0.0012	0.0009
Si	0.8704	5.5286	21.8418	0.0003	0.0016	-0.0072
Si	3.9451	-1.3928	19.7077	0.0029	0.0019	0.0063
Si	19.5449	6.7136	17.2824	0.0031	-0.0018	-0.003
Si	7.863	10.7167	15.4291	0.0057	-0.0053	-0.0016
Si	-0.0193	3.619	12.2941	-0.0008	0.0024	0.0001
O	10.8083	7.2428	19.1394	-0.0139	-0.0055	-0.0203
O	2.1208	1.5979	10.7818	0.024	-0.0358	-0.0027
O	18.6071	6.1321	16.1088	-0.0188	0.0284	0.0244
O	1.7669	13.0155	15.5797	0.0007	-0.014	-0.0052
O	9.0444	10.405	16.4838	-0.0046	0.0182	0.009
O	0.219	2.5411	22.3386	0.0141	-0.0103	0.0003
O	2.1791	8.1831	10.9894	-0.0284	0.0294	-0.0712
O	-5.5745	4.1432	10.6706	0.0275	0.0114	0.0128
O	6.7924	1.3824	20.1536	0.0108	0.0044	-0.0079
O	12.3864	-2.954	16.8768	-0.0104	0.0232	0.0024
O	5.4889	7.3092	17.0775	0.0272	-0.0119	0.0169
O	-0.311	13.0741	11.5965	0.0229	0.0191	0.0189
O	6.1284	7.3759	14.3662	0.0177	-0.0128	-0.0022
O	1.2267	11.705	13.2333	0.0069	0.0308	-0.0119
O	7.388	12.245	15.7268	-0.0195	-0.0251	0.0051
O	5.7377	6.5568	11.8638	0.0022	-0.0121	0.0189
O	4.3228	10.2914	14.0804	0.0106	0.0231	0.0001
O	9.1737	1.1318	21.4471	-0.0123	-0.0042	0.0073
O	-0.1435	9.6093	18.2258	-0.009	0.0019	-0.0154
O	5.9671	6.3384	19.4808	0.0288	0.0077	-0.0063
O	6.2721	2.5333	17.7409	-0.0056	-0.0089	0.0082
O	-0.2192	5.1732	20.673	0.0167	0.0098	0.018
O	7.7507	7.8076	18.2105	-0.0018	-0.0295	-0.0169
O	7.2967	3.9648	8.7925	-0.0243	-0.0056	0.012
O	17.1662	0.6193	12.9574	0.0207	-0.0142	0.0011
O	2.0083	4.3943	21.5989	-0.0173	-0.0099	0.015
O	9.2004	5.4688	18.2048	-0.0075	0.0303	-0.0154
O	1.488	6.1886	9.4126	-0.0029	-0.0051	0.0357
O	-2.5173	-0.4142	13.8987	-0.0393	0.0031	0.0037
O	9.8662	7.535	16.6694	-0.0069	-0.016	0.0382
O	6.7616	1.8928	10.2693	0.0189	0.0092	-0.0069
O	8.1523	6.402	12.8325	-0.0309	-0.0178	0.0013
O	-3.9262	3.9517	19.8311	-0.0135	0.0068	-0.0027
O	10.8747	1.1913	17.4719	0.0165	-0.0299	-0.0037
O	4.0677	11.158	19.744	-0.0226	-0.003	-0.0039
O	5.4013	8.9181	19.2431	-0.0093	-0.0126	-0.0016
O	8.1748	-0.0594	11.207	-0.0255	0.0011	0.0011
O	15.4799	2.7649	19.6768	0.0058	-0.0183	-0.0004
O	6.9657	-2.0596	12.391	0.0092	0.0052	0.009
O	5.2244	5.2463	15.5744	0.021	0.0102	-0.0173
O	0.8641	8.8686	8.7944	-0.0032	0.0086	-0.0653
O	4.2396	0.1853	11.476	-0.0271	0.0427	-0.026
O	6.4291	5.4443	21.9171	-0.0133	0.0206	-0.0206
O	1.3263	3.3947	13.2509	-0.0172	-0.0268	-0.0049
O	7.4922	-0.876	21.3256	-0.005	0.0076	0.0183
O	4.0287	6.5541	21.6643	0.0043	0.0249	0.0196
O	16.2433	2.7709	15.1993	0.0128	-0.004	-0.004
O	7.1121	4.206	13.9	-0.0131	0.0098	-0.019
O	13.7664	9.134	18.6244	0.0232	0.0122	-0.0134
O	3.5898	12.7425	13.4904	-0.0071	-0.029	-0.0044
O	6.0363	8.0806	22.3622	0.003	-0.0014	0.0082
O	4.8883	-10.3575	16.4739	0.0149	-0.0044	-0.015
O	3.324	9.0292	21.1218	0.0084	-0.0174	0.0067
O	7.9115	4.1219	11.3504	-0.0166	0.001	0.0117
O	17.4714	-1.199	15.6236	0.0096	0.0282	-0.0161
O	2.4446	1.7823	18.221	0.0007	-0.0186	0.0042
O	3.3301	5.7803	11.2367	0.0171	0.015	-0.0157
O	4.5797	4.4582	13.1581	0.029	0.0126	-0.0049
O	0.0576	4.765	11.114	-0.0024	-0.0074	-0.0165
O	12.8651	-0.3065	16.5715	0.0023	0.0043	0.0209
O	8.4395	6.243	20.5065	-0.0265	-0.0074	-0.0004
O	1.4559	7.0473	21.6385	0.0136	-0.0237	0.0177
O	8.8159	11.1045	19.059	0.0035	0.0011	-0.0024
O	25.7855	-1.9176	16.2022	-0.0105	0.0183	0.017
O	2.3651	1.8647	20.921	0.0057	0.0176	-0.0011
O	-1.2461	4.156	13.2468	-0.0026	-0.003	-0.0112

Results
free energy: -135752.049 eV
free energy less fixed offsets of O -569.03, Si -635.61 eV per atom: -3.219 eV

The program warned: the cutoff lies below the one the program advises for these potential files; the exchange-correlation potential is rough where the density is thin.
